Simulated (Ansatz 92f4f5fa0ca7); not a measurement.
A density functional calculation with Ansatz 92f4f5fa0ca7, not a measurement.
Periodic cell of 158 atoms, Si90O68, from a study of silicon, its oxide and their interface. The atomic structure is a simulated model.

Settings: functional r2SCAN; potential files Ansatz norm-conserving; basis plane waves; wave-function cutoff 1300 eV; density cutoff ratio 4; exchange-correlation grid ratio 1; k mesh 2 x 2 x 1, shifted by 0.5 0.5 0.5 of a step; self-consistency stop 5e-08 eV per atom in the density residual; occupations Fermi-Dirac, 0.05 eV; spin none; net charge 0.

Cell vectors (angstrom)
a	10.9176	-0.0709	0.0493
b	-0.0709	10.9694	0.0243
c	0.1024	0.0505	22.7012

Atoms and the computed forces on them: element, x, y, z (angstrom), force x, y, z (eV/angstrom)
Si	-0.1984	0.505	0.0255	-0.2166	-0.0651	-1.1739
Si	2.8756	2.8469	-0.0492	-0.2957	-0.9088	1.5511
Si	-0.2989	5.9057	0.1444	0.2149	0.4684	-0.2028
Si	3.1316	8.0703	0.0054	-1.9055	-0.0257	0.3202
Si	5.1193	0.5217	-0.0954	0.3684	-0.0207	-0.17
Si	8.5452	2.5841	-0.2327	-0.3757	0.7995	1.0865
Si	5.096	5.7093	0.024	1.4218	0.3002	-1.2889
Si	8.3024	7.8766	0.0889	-0.5593	0.4227	-0.7786
Si	1.2901	1.5531	1.4574	0.9933	0.2408	-0.5191
Si	4.1547	4.1936	1.4396	-1.6679	0.0766	-0.4719
Si	1.3453	6.9521	1.3989	0.836	0.3739	0.3107
Si	4.193	9.6921	1.2979	0.7248	-0.5639	-0.7499
Si	6.9548	1.5603	1.1713	-1.0763	-0.746	0.3516
Si	9.553	4.0805	1.4248	-0.6084	0.3184	-1.2994
Si	6.7783	6.7915	1.4933	-0.364	-0.5326	-0.9499
Si	9.4773	9.6441	1.2986	-0.1607	0.0905	-1.0137
Si	-0.0182	2.9228	2.7666	0.772	-0.2249	0.543
Si	2.8775	-0.1865	2.6939	-1.7741	2.1233	0.2171
Si	-0.1237	8.3476	2.6496	0.7002	-0.0063	0.0866
Si	2.6929	5.446	2.8398	-0.5362	0.3996	-1.4467
Si	5.4119	2.7643	2.6764	0.9322	-0.5945	-0.3254
Si	8.2552	0.0523	2.6667	-0.7992	-0.279	-0.1879
Si	5.4437	8.3055	2.7107	0.5676	-0.3828	0.4455
Si	8.0306	5.2671	2.7867	0.2136	0.7593	-0.4273
Si	1.2876	4.2541	4.1864	-0.5122	-0.9415	1.1132
Si	4.0564	1.4403	4.0494	-0.4334	-0.98	0.5294
Si	1.2355	9.6714	4.0778	0.3807	-0.4685	-0.3781
Si	4.0117	6.8495	4.0145	0.9338	0.8005	0.9897
Si	6.6495	4.0352	4.1229	0.9001	-0.7841	1.2711
Si	9.6538	1.3226	4.0499	-0.7414	0.3429	0.8268
Si	6.8642	9.5596	4.1323	-0.7693	0.2802	0.2827
Si	9.4116	6.8279	3.9348	0.4704	-1.0996	0.7766
Si	0.008	-0.0085	5.4555	0.0304	0.2132	-0.4219
Si	2.5906	2.6593	5.6069	0.7567	0.7633	-1.6519
Si	-0.2408	5.5552	5.5166	0.33	-0.1576	-1.4573
Si	2.6816	8.3193	5.3215	-0.0923	-0.9923	0.9074
Si	5.3562	-0.057	5.4505	1.223	-0.1936	0.3938
Si	8.1402	2.5306	5.5133	-0.4616	0.5144	-1.4017
Si	5.3483	5.3916	5.5096	0.0834	0.6977	0.0242
Si	8.1421	7.9818	5.4581	-0.5089	1.5988	0.7946
Si	1.3636	1.2179	6.8637	-0.2192	-0.176	1.4896
Si	4.0373	4.0006	6.8899	-0.7349	0.5528	-0.1485
Si	1.3489	6.7939	6.6428	-1.2154	1.3545	-0.4286
Si	4.012	9.4536	6.9755	-0.4126	0.6416	-1.0128
Si	6.9192	1.1785	6.9062	-0.7671	-0.6219	0.0076
Si	9.405	3.9244	6.8126	0.1717	1.3754	0.2407
Si	6.7428	6.7247	6.9928	-0.0735	-0.5794	-0.1252
Si	9.5901	9.4583	6.8412	-1.0616	-0.5166	0.215
Si	-0.0612	2.7757	8.0429	0.4534	-0.1808	0.0618
Si	2.6878	-0.2122	8.4267	-0.1165	0.5079	-0.7084
Si	-0.1076	8.0539	8.1326	1.232	-0.0365	-0.5819
Si	2.4973	5.4755	7.9983	1.1614	-0.7906	1.5884
Si	5.3879	2.5859	8.1069	1.3368	-0.5723	1.0009
Si	8.4477	-0.1528	8.3848	0.1449	-0.0375	-0.2048
Si	5.3316	8.1013	8.3595	0.6656	-0.4848	0.1248
Si	8.1895	5.3208	8.3966	-0.3125	-0.336	0.7052
Si	1.0113	4.2782	9.5072	1.4892	-1.1353	-0.9875
Si	4.5688	0.8209	9.4561	-1.4729	-0.1149	0.6336
Si	1.3424	9.116	9.5878	-0.4244	-0.0053	0.9197
Si	3.5882	6.9632	9.5225	-0.8851	-0.5844	-1.332
Si	7.0168	3.4811	9.617	-0.8652	1.3235	0.3748
Si	9.5506	1.6519	9.6697	0.3159	-0.0778	1.0453
Si	6.7646	9.5551	9.6043	-0.1771	-0.2867	0.1844
Si	9.9273	6.5265	9.7703	-0.4779	-0.9742	-0.1146
Si	-0.3494	-2.3208	11.9423	-0.6877	-0.3539	-0.1456
Si	4.0632	-6.3076	14.2667	0.1785	-1.9665	-0.7022
Si	-0.2111	4.3853	16.782	0.7296	1.7985	-1.449
Si	6.277	6.3541	13.7903	1.4348	0.5256	2.0984
Si	-0.9929	0.1293	17.5737	-0.1857	-0.6933	-0.0917
Si	3.5058	11.3183	12.4822	0.2903	0.3168	-0.394
Si	-3.2586	-1.7094	12.6933	-1.1068	-0.0382	0.6794
Si	1.2133	3.2321	14.612	0.8368	0.648	-0.7309
Si	1.9025	-0.7905	20.6454	-2.174	-1.6078	-0.1924
Si	6.6883	10.9924	17.2791	-1.4636	-0.0058	-0.1073
Si	1.0676	2.281	11.77	-0.5996	-0.1562	-2.0275
Si	12.773	-1.9597	13.7931	0.5633	1.9393	0.8891
Si	15.9047	4.9741	11.6391	1.8471	-1.2217	-0.605
Si	-0.5456	2.5658	18.9815	2.1902	-2.3701	-0.3861
Si	-5.2422	-2.4363	17.9859	-2.1187	1.0922	0.1346
Si	-3.7545	4.7001	20.4037	-0.548	1.6884	1.4896
Si	4.7216	-0.2096	19.5956	0.0229	1.5971	0.8494
Si	-2.8812	3.9728	17.804	-1.5151	0.1761	-1.5892
Si	12.1834	6.343	18.2805	-0.4947	0.7286	-1.4501
Si	2.8569	-2.2473	16.6324	0.7187	0.5663	-2.5863
Si	-3.3396	7.5485	19.9836	1.3778	1.3316	1.3405
Si	-4.2863	3.6616	14.991	0.6044	0.5572	-1.283
Si	12.1756	11.1983	15.7294	-1.4764	1.1509	-2.091
Si	12.3231	4.359	20.5726	-1.4964	-1.5376	1.8006
Si	10.381	8.4915	19.1044	-0.6206	1.3534	0.455
Si	6.1924	0.7563	14.233	1.3901	1.7338	-0.7614
O	2.5319	3.5271	-1.5066	-0.4593	0.3531	-0.1531
O	0.8901	0.1418	-1.1695	0.0986	0.4866	0.5932
O	0.1264	3.0537	-5.0606	0.7969	0.2371	0.4173
O	4.3945	-2.5747	-5.8808	-0.1539	-0.1096	0.8749
O	0.5879	5.3465	-1.0936	0.3769	-0.7145	-0.8061
O	-5.5433	0.297	-1.7526	-0.3817	-0.8205	-0.768
O	2.4148	8.9244	-1.2016	0.7627	-0.4021	0.424
O	0.1124	3.2103	-2.4928	0.7264	0.9214	-0.0051
O	6.7761	4.2128	-3.7812	-0.1906	0.135	-0.2721
O	3.8348	1.5221	-0.1885	0.1469	0.3231	-0.3857
O	10.7011	0.5038	-6.3504	-0.5494	0.0546	0.8857
O	8.0386	5.9389	-2.4271	-1.2238	-1.7298	0.6207
O	5.6545	4.9293	-1.4043	1.1747	0.3318	0.3267
O	3.9464	6.7659	-0.5682	0.5786	0.0854	0.3027
O	7.1454	8.1569	-1.1873	0.9105	-1.002	-0.0578
O	9.6129	6.9902	-0.4908	-0.464	-0.2589	1.119
O	-0.0226	5.2942	10.1797	-1.2149	1.81	0.2166
O	4.4866	-10.4042	11.0504	-0.6773	0.2426	0.4319
O	5.7579	-0.217	9.2504	1.0444	-0.4457	0.3321
O	-1.9982	2.9229	18.5687	-2.0377	-0.9783	1.2641
O	2.3148	7.8635	10.131	1.0523	0.1952	-0.0223
O	-0.3747	12.6399	10.9623	0.8023	-0.0013	0.577
O	1.7114	3.3492	10.6878	-0.3126	0.1512	-0.2842
O	0.6859	3.0582	13.0937	-0.4366	0.1025	0.4688
O	2.2658	1.3222	12.276	0.4078	-1.1528	-0.1074
O	5.9674	3.979	10.8338	0.6277	-0.4976	-0.3392
O	4.7163	0.8232	13.567	-1.0593	-0.5387	0.0319
O	8.2073	2.4812	10.2098	-0.3229	0.1949	-0.4353
O	7.0566	9.0883	11.1805	-0.1145	0.501	0.6146
O	4.0028	4.3517	12.6564	0.5672	0.4037	0.472
O	12.7941	1.732	15.2119	-0.8752	0.0643	0.5566
O	9.6859	7.449	11.1289	0.7273	-0.9525	-0.3102
O	0.781	-2.8417	13.0265	-0.6508	-0.1098	-0.7879
O	-4.729	-10.3881	15.7656	0.416	-0.2616	-0.157
O	11.9599	-5.4273	16.8127	-1.3955	-0.318	2.6163
O	-0.0819	-7.0278	15.1917	0.9509	-0.8076	0.9318
O	0.4364	9.5855	10.9579	0.5712	-0.0151	-1.0983
O	2.1832	7.7568	17.7897	-1.2863	-1.2755	0.699
O	2.4482	4.3778	14.6452	-0.5284	-0.7375	0.6655
O	7.2511	-7.5139	16.5249	0.4796	-0.4539	0.2919
O	4.822	-4.8916	14.4583	0.6945	1.4691	-0.0593
O	7.1682	5.1022	14.4769	-0.9025	-0.0989	-0.0301
O	2.4345	8.3068	15.0595	0.2153	0.2098	0.8324
O	-4.1865	9.4338	17.3209	0.1389	0.2181	0.1798
O	4.8389	-1.7446	19.2425	0.7153	-1.4398	-0.2731
O	-7.7853	-12.1195	12.6759	-0.5559	0.6025	0.7389
O	-0.0644	-3.9671	18.877	1.6515	-0.2842	-1.0648
O	4.1463	5.7758	10.47	-0.555	1.0507	0.2154
O	6.9226	13.2743	14.0821	-0.9272	-1.3585	1.0898
O	-1.7015	9.3514	12.6871	-0.1065	0.0782	0.2903
O	6.0731	6.0599	12.2722	-0.9746	-0.2729	-2.0152
O	-2.0745	8.5028	19.5953	0.0649	-0.2683	-0.3931
O	10.3423	0.8121	19.0155	0.5166	1.7582	-0.3805
O	-1.6948	4.9243	17.2528	0.9434	0.7555	-0.5502
O	11.5651	-1.6895	19.9596	0.5855	-0.1718	-0.4512
O	11.8737	-0.659	14.3659	1.4525	-0.6202	-0.0967
O	-7.9321	11.0056	19.7842	0.9827	0.4605	-0.4819
O	4.9468	14.549	15.0406	-1.3263	0.9032	0.1227
O	2.2579	-0.6278	16.5495	2.0008	-2.0418	1.8137
O	6.4481	-3.6504	18.9139	-0.1775	0.2942	-0.6691
O	-0.6487	-1.4565	17.7069	0.0296	-0.1611	-0.0369
O	-3.8362	-0.2892	13.3814	0.2274	-1.2155	-0.2156
O	-1.3111	1.4908	21.9121	1.0344	-0.5642	0.7644
O	7.9701	3.4532	21.2142	0.2629	-0.1357	0.2443
O	8.3297	0.3665	17.373	0.0914	0.4207	0.0954
O	5.4595	11.4972	18.3649	1.0639	-0.3298	0.021
O	7.1612	-3.1062	13.7385	-0.7446	-0.2349	-0.7588
O	1.8788	5.3348	19.307	0.2638	0.8547	-1.2793

Results
free energy: -42147.704 eV
free energy less fixed offsets of O -463.61, Si -117.95 eV per atom: -6.724 eV
pressure: -3.81 GPa
stress xx, yy, zz, yz, xz, xy (GPa, positive in tension): 4.7, 3.54, 3.2, -1.63, 0.75, -0.29
